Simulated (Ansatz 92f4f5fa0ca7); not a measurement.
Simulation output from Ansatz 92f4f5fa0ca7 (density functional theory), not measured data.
Periodic cell of 200 atoms, Si117O83, from a study of silicon, its oxide and their interface. The atomic structure is a simulated model.

Settings: functional r2SCAN; potential files Ansatz norm-conserving; basis plane waves; wave-function cutoff 1300 eV; density cutoff ratio 4; exchange-correlation grid ratio 1; k mesh 2 x 2 x 1, shifted by 0.5 0.5 0.5 of a step; self-consistency stop 5e-08 eV per atom in the density residual; occupations Fermi-Dirac, 0.05 eV; spin none; net charge 0.

Cell vectors (angstrom)
a	11.5403	0	0
b	0	11.5403	0
c	3.3128	4.332	27.3768

Atoms and the computed forces on them: element, x, y, z (angstrom), force x, y, z (eV/angstrom)
Si	1.5347	1.3689	1.5055	0.6545	0.4969	-0.6228
Si	-0.2587	6.9236	-1.5839	-0.0228	0.299	-0.0582
Si	0.7893	8.6298	0.8094	-0.1739	-0.1204	-0.745
Si	4.089	-1.3773	-0.06	-0.5801	-0.1697	-0.3765
Si	5.2438	3.1062	0.936	0.2166	0.6173	0.1626
Si	6.3696	9.0548	2.1691	0.1782	0.0258	0.4075
Si	8.6912	1.0924	-0.5674	-0.0627	0.042	-0.2496
Si	9.0745	6.182	0.5667	-0.0969	-0.2806	-0.9112
Si	8.3446	8.4199	0.9607	0.6536	0.7776	-0.3554
Si	2.1104	-0.949	1.1629	-0.0383	-0.1028	0.2111
Si	1.6562	4.9329	1.7016	-0.0052	-0.3689	-0.3109
Si	2.5669	7.7084	3.7557	-0.0379	0.2102	-0.1081
Si	5.8704	1.0431	0.1977	-0.0366	-0.611	-0.8623
Si	6.7381	5.7431	0.7206	-0.0871	-0.2523	0.1724
Si	4.6971	8.0254	0.8015	0.3067	-0.2801	-0.6071
Si	10.707	1.3366	1.8378	-0.4427	0.1351	-0.258
Si	10.1075	3.1707	3.2307	0.2075	0.1178	-0.0345
Si	10.2632	10.9516	3.2741	0.2391	-0.1814	0.0291
Si	2.2365	3.0967	3.2121	-0.232	0.0836	-0.1624
Si	2.5443	7.1343	1.543	-0.1546	0.0578	-0.0062
Si	2.505	10.1127	3.4822	0.1016	-0.2975	0.1215
Si	6.0067	2.3269	3.1452	0.0773	0.196	0.4098
Si	6.4313	7.0914	3.4621	0.1558	-0.1331	0.307
Si	6.2739	11.2092	3.381	0.0447	-0.3377	0.4022
Si	10.6241	5.1829	2.0846	0.3353	-0.0282	0.1479
Si	10.3651	7.0107	3.555	-0.0241	0.0845	0.1055
Si	10.3578	8.8938	2.1148	-0.1931	0.276	0.2868
Si	0.4665	3.1699	4.6989	0.0836	-0.1797	0.2388
Si	0.6844	7.0459	4.9607	-0.1386	0.1503	0.0349
Si	0.6084	10.7902	4.7362	-0.066	0.2201	0.1405
Si	4.1937	3.0386	4.553	0.043	-0.079	0.103
Si	4.4945	6.9918	4.8664	-0.0504	0.0511	-0.1647
Si	4.39	10.7764	4.7548	-0.0416	0.1343	0.0185
Si	8.0369	3.0631	4.3903	-0.0068	0.0292	-0.1671
Si	8.3414	6.9519	4.7939	-0.0824	-0.0578	-0.2653
Si	8.2782	10.8956	4.6336	-0.0896	0.1055	-0.167
Si	0.6061	1.2382	6.0353	-0.1048	-0.1176	-0.0977
Si	0.6593	5.0292	6.1657	-0.1455	-0.1021	-0.1
Si	0.5555	8.9685	6.2794	-0.0144	-0.0913	-0.0368
Si	4.1336	1.2199	6.0121	0.1083	-0.0457	0.1231
Si	4.3619	4.9587	6.0624	0.0604	-0.0531	-0.0752
Si	4.4646	8.9104	6.2243	0.217	-0.0216	0.096
Si	8.2066	1.2973	5.9323	-0.0617	-0.1051	0.2952
Si	8.153	4.9143	5.9374	0.0007	0.0711	0.1001
Si	8.2889	8.9428	6.024	-0.0749	0.0779	-0.075
Si	2.3832	1.2645	7.6021	-0.058	0.0436	-0.0616
Si	2.5618	5.0651	7.6177	-0.0302	-0.0572	0.0667
Si	2.5183	8.9971	7.6252	-0.0738	-0.0281	-0.1007
Si	6.1531	1.3065	7.1909	-0.0691	-0.1059	-0.1961
Si	6.3023	4.9587	7.4411	-0.036	0.0031	0.1487
Si	6.4388	8.8644	7.4698	-0.1503	0.1091	0.076
Si	10.1724	1.2342	7.2607	0.2354	-0.1522	-0.1329
Si	10.1176	4.9492	7.2676	0.1628	-0.104	-0.0419
Si	10.1046	8.8838	7.4908	0.0352	0.0516	0.0295
Si	2.4324	3.1608	9.0577	0.0134	0.0421	0.2807
Si	2.6435	7.071	8.9841	0.0344	-0.2628	0.1303
Si	2.3596	10.9147	9.0183	-0.0738	0.24	0.249
Si	6.1574	3.0126	8.8394	0.03	-0.0484	0.2396
Si	6.4579	6.902	8.8443	0.0237	0.004	-0.1569
Si	6.1796	10.9393	8.5033	0.0754	0.0014	-0.2774
Si	10.1375	3.0858	8.6733	0.0406	-0.0718	0.043
Si	10.1882	6.8224	8.6608	-0.0588	0.1101	-0.3161
Si	10.1088	10.8969	8.674	-0.0583	-0.0539	-0.2467
Si	0.3435	3.2671	10.2653	-0.1296	0.0433	-0.0717
Si	0.5194	7.0688	10.0501	-0.073	0.1614	0.0333
Si	0.2607	11.0049	10.2979	-0.1056	0.0569	-0.0809
Si	4.365	3.0375	10.5375	0.0647	0.2585	-0.143
Si	4.6814	7.1	10.3869	0.0052	-0.1031	0.0515
Si	4.7074	1.0042	11.8869	0.5166	0.3464	-0.1775
Si	8.2035	2.2845	9.7624	-0.1061	-0.426	0.1373
Si	8.4285	6.5266	10.1391	-0.1756	-0.1901	0.0729
Si	8.0935	11.4161	9.6575	-0.0246	0.1327	-0.346
Si	-0.3637	1.4637	11.5746	0.5751	0.2244	0.2457
Si	0.2453	5.3031	11.5611	0.8645	0.0194	0.4574
Si	1.7543	8.9029	13.5539	-0.2138	-0.0968	0.2787
Si	4.4671	-0.5695	10.1015	0.2537	0.0074	-0.1816
Si	4.9409	5.0919	11.7249	-0.0677	-0.0747	0.1429
Si	5.3358	9.2462	11.4099	-0.1091	-0.1933	0.1714
Si	8.9318	2.3429	11.9606	-0.2721	-0.0078	-0.082
Si	8.1431	4.7632	11.9455	-0.635	0.0586	0.2626
Si	7.5676	10.0406	11.4498	0.3585	0.3676	0.0118
Si	2.29	10.7988	15.659	-0.1195	0.1001	0.2636
Si	1.5505	4.1725	15.7671	-0.089	-0.1706	0.2032
Si	3.8746	10.8399	13.2435	-0.5239	-0.4193	0.5455
Si	7.6897	0.4452	12.8095	-0.1894	0.0619	0.6438
Si	9.3212	6.1108	13.4109	0.1746	0.278	0.4162
Si	9.0949	8.3162	11.5353	-0.591	0.1696	0.5839
Si	11.8287	1.4944	14.6321	-0.0677	0.0007	0.1227
Si	14.1718	5.8807	13.3959	0.0574	-0.1423	0.0532
Si	11.3333	8.9334	11.3139	0.3095	-0.1052	0.249
Si	4.3019	2.9231	19.4246	0.0507	-0.0776	0.1657
Si	9.545	4.3871	18.7157	0.3578	0.0097	0.2021
Si	8.258	5.541	16.2457	-0.0721	0.0867	0.0511
Si	8.0694	2.8571	17.0029	-0.0393	-0.244	-0.1945
Si	0.6262	5.4562	18.2293	-0.1086	0.0195	0.0939
Si	7.8513	11.0371	20.2109	0.2504	0.0697	0.1405
Si	3.4452	4.5108	17.9473	-0.1999	0.2469	-0.1147
Si	6.874	4.0876	19.4107	0.0584	-0.0107	0.197
Si	10.7119	7.5864	21.8909	0.0395	0.0045	-0.14
Si	5.5463	9.5109	24.8747	0.0526	0.0256	-0.0617
Si	6.2434	7.9831	22.5122	0.1349	-0.1015	-0.0573
Si	5.0771	11.7615	19.7207	-0.1088	0.1269	-0.022
Si	10.0713	10.6499	18.1419	0.0154	0.0064	-0.0004
Si	7.7757	10.4451	23.1875	0.2278	-0.0033	0.0143
Si	10.8842	7.3698	24.5804	0.1075	0.1035	-0.1117
Si	9.0001	0.442	15.6095	-0.2512	-0.0279	0.0298
Si	14.2774	1.1321	20.8395	-0.2492	-0.1548	0.1966
Si	5.8647	6.4233	17.8325	-0.0098	-0.0253	-0.0636
Si	11.5322	2.7439	25.4887	0.1018	-0.1658	-0.4782
Si	8.5073	6.2368	23.1106	-0.17	-0.1092	-0.1469
Si	10.5953	10.0138	23.6584	0.0172	0.1336	-0.0176
Si	17.7742	7.9417	27.538	-0.7908	0.4008	-0.4776
Si	5.8645	8.9151	19.6326	0.0238	-0.258	0.0081
Si	11.6374	8.2833	19.0361	-0.042	-0.1623	0.093
Si	1.2996	12.2968	23.5602	-0.1444	-0.0362	-0.064
Si	13.0122	10.855	18.5288	0.0627	0.1135	0.0307
Si	8.7391	3.9711	24.9788	0.0341	-0.1438	-0.354
O	4.9899	-0.2291	0.754	0.3621	0.2218	-0.4066
O	6.3102	4.2351	0.3052	-0.7317	-0.7112	0.0677
O	7.4722	0.8161	0.4883	-0.0592	-0.009	0.0083
O	9.9926	1.42	0.317	0.2929	-0.0829	0.5819
O	6.5063	5.8098	2.37	-0.0676	0.4551	-0.1349
O	0.4144	1.3067	13.033	-0.3327	-0.0331	-0.1598
O	13.5929	5.3458	14.7938	0.0306	0.0606	-0.1766
O	1.7856	5.2286	12.1768	-0.2596	0.0524	0.1422
O	2.4657	10.1263	12.7277	0.3006	0.0625	0.2383
O	0.2753	8.7855	12.9138	0.1746	-0.0005	-0.2347
O	6.1599	1.0889	12.755	-0.4051	-0.2243	-0.4071
O	10.828	5.6011	12.8934	-0.2026	0.1214	-0.3083
O	4.1564	5.3662	13.1537	-0.1957	0.0737	-0.2437
O	4.9719	9.6151	13.02	-0.3443	0.3804	-0.1987
O	1.1863	0.3941	15.3623	0.0943	-0.1132	-0.1552
O	6.4923	4.8403	12.1955	0.6563	-0.1554	-0.3375
O	0.3179	8.213	-0.7531	0.048	-0.2624	0.4182
O	2.1374	2.1395	0.1072	-0.0512	-0.0246	0.3137
O	13.2538	1.0918	22.0556	0.2036	-0.0532	0.0483
O	6.3153	8.6556	26.0394	0.1251	-0.2625	0.212
O	5.5612	8.097	21.0323	0.1518	0.2466	-0.0688
O	5.7284	0.881	-1.4144	0.1296	-0.0825	0.1451
O	6.5111	10.6907	24.2089	-0.051	-0.3578	0.0174
O	8.0033	11.3104	21.8214	-0.1473	-0.2519	-0.1527
O	10.45	9.1717	22.2568	0.0058	-0.181	0.1875
O	9.9719	6.2867	-0.8454	0.026	0.1292	0.1161
O	2.1438	5.1638	18.738	0.0722	-0.1086	-0.3601
O	9.3662	6.6476	21.7693	0.0397	0.0952	0.4073
O	5.1788	8.4674	23.6537	0.2718	0.2045	0.1211
O	7.9711	3.9813	15.827	0.1533	0.1194	0.3872
O	11.9549	7.0517	18.0446	0.0222	-0.1094	0.1492
O	12.4018	2.9609	14.9759	0.015	-0.0169	-0.0533
O	4.432	5.7337	17.4676	0.0318	-0.1162	0.1066
O	3.6705	11.1443	14.8519	-0.1368	-0.2856	-0.233
O	1.7229	9.3488	15.1326	0.1933	0.1785	-0.4538
O	9.1865	11.3372	19.3357	-0.1469	-0.1813	-0.049
O	2.4914	10.7939	17.2623	-0.2092	-0.0599	-0.1454
O	9.0316	7.6909	13.0795	0.3576	-0.4144	-0.245
O	9.1426	6.1183	15.0346	0.0909	-0.0677	-0.121
O	4.8744	10.1854	19.3359	0.2721	0.1566	0.136
O	8.2016	-0.0853	14.2984	0.0479	0.2751	-0.1437
O	7.9332	1.3958	16.3822	0.2594	0.0588	0.0269
O	2.5585	7.5014	13.392	-0.1316	0.0842	-0.0729
O	0.4229	4.7722	16.7702	0.3462	0.0123	0.0016
O	0.9219	5.8319	-1.8197	0.0623	-0.0371	0.0037
O	8.2635	8.9777	-0.6063	-0.122	-0.0761	0.1142
O	5.6582	3.4175	20.2661	-0.0409	-0.0353	-0.3298
O	11.5914	6.6485	25.8239	-0.004	-0.1559	0.1711
O	8.5195	4.6443	23.5131	0.1095	0.1307	0.296
O	2.8565	3.6999	16.6388	-0.2503	0.3971	0.1168
O	10.2902	1.3122	15.1325	0.0828	-0.0742	-0.0132
O	13.554	0.3455	19.6243	0.162	-0.0638	-0.0541
O	11.0352	4.7775	19.2201	-0.0417	0.0771	-0.3303
O	7.3739	9.5246	19.8069	-0.2496	0.2015	0.0467
O	4.5482	1.4231	18.7292	0.0526	0.1085	0.5339
O	10.3079	9.0735	18.5094	0.2292	0.1961	0.0307
O	6.9124	6.531	22.855	0.1873	0.3216	-0.0106
O	0.7944	2.122	24.2373	-0.105	-0.0825	0.4151
O	8.4375	4.1738	19.9285	-0.2442	-0.0148	-0.471
O	11.4629	7.5786	20.4838	-0.0504	0.1056	-0.1227
O	6.8614	6.3459	16.5336	0.0705	-0.1605	0.23
O	9.3933	10.8002	16.6608	0.102	0.2084	0.1446
O	5.6658	6.8391	0.0821	0.0393	0.0374	0.1793
O	12.2639	4.1371	25.8667	-0.208	0.1123	0.2672
O	7.5545	8.9396	22.6282	-0.2233	0.0924	0.0646
O	11.6036	6.9818	23.1393	-0.5134	0.2889	0.1952
O	6.6658	12.0651	19.812	-0.1397	-0.2684	0.0177
O	-0.7048	7.4083	-3.0589	-0.1004	-0.1	0.2526
O	14.5971	2.69	20.4813	0.3806	-0.2604	-0.3404
O	5.7072	7.9516	18.3427	0.0317	-0.0437	0.1313
O	6.8563	3.2093	18.0272	0.2229	0.0951	0.0903
O	11.5279	11.3734	18.0895	-0.0305	-0.2817	0.0318
O	9.1397	10.6212	24.0408	-0.0644	-0.1968	-0.1725
O	15.7361	11.9535	21.105	-0.032	0.1447	-0.4144
O	7.4752	3.1644	25.6502	0.3065	0.3209	0.6497
O	10.0102	2.9662	24.962	-0.0035	0.1623	0.2738
O	9.4856	2.9996	17.8319	-0.4035	0.3196	0.0001
O	9.0703	5.5647	17.6708	-0.1153	-0.2049	-0.0898
O	12.8624	9.3467	19.1276	-0.2021	0.1006	-0.1534
O	6.4699	5.6237	19.1043	-0.0076	-0.1484	-0.11
O	11.0656	8.9737	24.8203	-0.1289	-0.1174	-0.1948
O	9.278	7.1044	24.2932	0.125	-0.093	-0.1109
O	0.1089	11.2069	23.5276	0.1237	0.0268	0.0738

Results
free energy: -52297.184 eV
free energy less fixed offsets of O -463.61, Si -117.95 eV per atom: -17.404 eV
pressure: -1.85 GPa
stress xx, yy, zz, yz, xz, xy (GPa, positive in tension): 2.15, 2.14, 1.27, -0.06, -0.1, -0.26
